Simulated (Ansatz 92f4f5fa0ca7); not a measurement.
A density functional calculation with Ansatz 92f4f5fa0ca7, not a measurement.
Periodic cell of 213 atoms, Si132O79H1N1, from a study of silicon, its oxide and their interface. The atomic structure is a simulated model.
Doubt: the cutoff is low for norm-conserving oxygen, so forces and energies are approximate.
Doubt: the program's own warning below bears on the result.

Settings: functional HSE06; potential files SPMS norm-conserving; basis plane waves; wave-function cutoff 800 eV; density cutoff ratio 4; exchange-correlation grid ratio 1; k mesh 1 x 1 x 1, Gamma-centred; occupations fixed; spin none; net charge 0.

Cell vectors (angstrom)
a 10.938 0 0
b 0 10.938 0
c 0 0 31.1809

Atoms: element, x, y, z (angstrom)
Si -0.4845 0.297 23.819
Si 6.159 -0.4381 23.5903
Si 2.25 3.2465 23.8882
Si 8.8197 2.1584 23.9209
Si 0.4408 4.8603 24.0044
Si 5.0996 5.9933 23.6554
Si 3.3289 7.7214 23.7772
Si 7.9179 8.7416 23.7803
Si 1.3765 1.3102 24.938
Si 6.9156 1.3029 25.0131
Si 4.151 4.1738 24.9399
Si 9.6038 3.9806 25.1886
Si 1.4524 6.7972 24.9744
Si 6.8806 6.9019 24.9293
Si 4.2871 9.5684 24.8872
Si 9.5422 9.6145 25.2299
Si 2.8034 -0.0459 26.2896
Si 8.1757 0.0217 26.5198
Si 0.0768 2.6341 26.4688
Si 5.488 2.7289 26.3119
Si 2.77 5.4505 26.4154
Si 8.1914 5.476 26.3559
Si 0.0503 8.1605 26.3721
Si 5.5219 8.2014 26.3936
Si 4.1018 1.3673 27.7626
Si 9.5708 1.3673 27.7626
Si 1.3673 4.1018 27.7626
Si 6.8362 4.1018 27.7626
Si 4.1018 6.8362 27.7626
Si 9.5708 6.8362 27.7626
Si 1.3673 9.5708 27.7626
Si 6.8362 9.5708 27.7626
Si 0 0 29.1299
Si 5.469 0 29.1299
Si 2.7345 2.7345 29.1299
Si 8.2035 2.7345 29.1299
Si 0 5.469 29.1299
Si 5.469 5.469 29.1299
Si 2.7345 8.2035 29.1299
Si 8.2035 8.2035 29.1299
Si 1.3673 1.3673 30.4971
Si 6.8362 1.3673 30.4971
Si 4.1018 4.1018 30.4971
Si 9.5708 4.1018 30.4971
Si 1.3673 6.8362 30.4971
Si 6.8362 6.8362 30.4971
Si 4.1018 9.5708 30.4971
Si 9.5708 9.5708 30.4971
Si 2.7345 0 0.6835
Si 8.2035 0 0.6835
Si 0 2.7345 0.6835
Si 5.469 2.7345 0.6835
Si 2.7345 5.469 0.6835
Si 8.2035 5.469 0.6835
Si 0 8.2035 0.6835
Si 5.469 8.2035 0.6835
Si 4.1018 1.3673 2.0507
Si 9.5708 1.3673 2.0507
Si 1.3673 4.1018 2.0507
Si 6.8362 4.1018 2.0507
Si 4.1018 6.8362 2.0507
Si 9.5708 6.8362 2.0507
Si 1.3673 9.5708 2.0507
Si 6.8362 9.5708 2.0507
Si 0 0 3.418
Si 5.469 0 3.418
Si 2.7345 2.7345 3.418
Si 8.2035 2.7345 3.418
Si 0 5.469 3.418
Si 5.469 5.469 3.418
Si 2.7345 8.2035 3.418
Si 8.2035 8.2035 3.418
Si 1.3829 1.3448 4.7612
Si 6.7999 1.4292 4.8781
Si 4.0878 4.1258 4.7716
Si 9.5892 4.1053 4.8375
Si 1.3455 6.8101 4.8401
Si 6.7851 6.8884 4.6914
Si 4.041 9.6083 4.8424
Si 9.4615 9.651 4.6973
Si 2.6682 0.0223 6.2788
Si 8.13 -0.0165 6.2255
Si 0.058 2.6795 6.1785
Si 5.4951 2.9209 6.2575
Si 2.6609 5.3344 6.2364
Si 8.177 5.5979 6.0568
Si -0.1376 8.2687 5.998
Si 5.3806 8.1549 6.1142
Si 3.7765 1.8017 7.4244
Si 10.0225 0.8932 7.3444
Si 1.8525 3.4406 7.5725
Si 6.4042 4.9476 7.4232
Si 4.4301 6.3667 7.359
Si 8.9428 7.4878 7.2626
Si 0.6845 10.0004 7.3112
Si 7.1083 9.0835 7.392
O 0.5179 9.2313 8.8009
O 1.2425 3.6475 9.135
O 9.7735 1.3328 8.9458
O 6.5837 9.195 8.9792
O 4.5455 1.2092 8.7832
O 3.854 6.6708 8.8938
O 7.0386 5.4277 8.9095
N 9.2181 7.3146 9.0146
O 2.288 3.2226 22.1914
O 6.028 11.0737 22.0117
O 8.4578 2.676 22.3969
O 0.0314 4.6732 22.3642
O 8.7384 8.4585 22.3398
O 2.898 8.1881 22.2305
O 5.65 5.6912 22.1016
O 10.5943 10.4395 22.3352
Si 1.3625 4.3626 21.4367
Si 1.5275 3.7296 15.712
Si 8.7657 0.6047 10.0093
Si 6.2251 0.8337 20.5436
Si 0.3563 13.3919 19.365
Si 4.0889 6.7889 10.5036
Si 10.0989 9.0426 21.6126
Si 3.6573 7.581 19.0186
Si 8.6384 5.4616 19.4199
Si 5.1197 14.0878 19.0726
Si 0.228 10.6289 14.6392
Si 6.0421 9.2953 10.5273
Si -2.4383 1.9179 12.9499
Si 4.8398 10.2672 18.1346
Si 8.3149 0.1538 15.371
Si 6.1926 3.6419 13.9828
Si 12.7762 7.3914 21.2723
Si -3.7366 8.7078 16.7198
Si 0.5618 2.3328 13.2467
Si 5.9593 6.628 14.8413
Si 3.1916 6.3864 16.2794
Si 7.0259 13.4126 16.5542
Si 1.517 3.7458 10.7539
Si 8.319 5.9984 9.8019
Si 1.1066 6.7762 11.5934
Si 7.5341 7.6061 12.3822
Si 8.8193 2.5092 20.8313
Si 2.7858 12.7124 17.7918
Si 5.71 5.8983 20.4819
Si 5.6913 1.2163 9.9478
Si 4.6247 3.8297 11.4263
Si -0.5325 7.9328 13.7576
Si -0.7279 8.6169 9.6937
Si -1.2596 3.8377 17.0893
Si 0.6385 8.3394 16.3517
Si -1.3285 8.2237 18.8192
O 4.8569 3.6731 13.0393
O 9.2698 -0.9877 10.062
O 1.9889 7.4633 16.2593
O 1.4081 3.4339 14.108
O 8.2071 8.4787 17.9964
O 5.1044 4.6184 19.7131
O 0.9195 5.1991 11.2028
O 2.1465 5.7915 21.4782
O 0.0409 4.2565 16.1975
O 4.8361 5.4133 11.0278
O -1.292 6.7535 19.582
O 6.3046 7.3908 13.4396
O 3.6802 3.0121 18.3479
O 5.8524 9.5722 17.0617
O 8.9471 7.5671 13.1766
O 5.5647 2.6807 10.6963
O 11.2868 7.9038 21.6942
O 6.3307 13.8529 17.9685
O -3.7131 9.0308 11.6333
O 0.8198 2.5635 11.6453
O 7.4881 11.8436 16.5743
O -0.6718 2.7198 18.1265
O 5.9917 2.6818 15.2975
O 10.3284 1.8919 20.5668
O 4.8251 7.2118 20.0989
O 5.4063 -0.1497 10.8283
O 5.2395 2.1229 20.3425
O 9.9305 11.2877 15.4998
O -3.0326 11.6558 13.8961
O 3.8052 6.5102 17.7917
O 9.2702 4.7011 10.092
O 7.658 6.4577 11.2247
O 1.0061 14.8093 19.9226
O 3.8513 11.4721 17.5648
O -2.9768 9.5132 15.5153
O 2.1679 7.6017 19.6976
O 7.4183 3.1376 13.0189
O 8.4347 3.2464 16.2139
O -1.9882 16.0168 17.8593
O 0.6902 7.0047 13.1581
O 8.7666 4.0419 20.2341
O 7.2101 6.0947 19.8801
O -4.1722 7.2585 16.1149
O 3.0982 3.5144 11.004
O 2.6245 4.8925 15.9822
O 4.3526 6.6991 15.166
O 11.0125 7.8377 10.8864
O 11.9492 11.784 13.7917
O 5.7894 10.714 19.3842
O -0.0382 8.403 17.8281
O 2.6724 7.0809 11.2695
O -0.2742 -1.3988 13.5156
O 2.0353 24.2157 16.4435
O 7.7479 1.3986 20.2647
O 1.5752 12.3981 18.8839
O -4.4577 5.1054 14.6241
O -3.6918 0.9719 9.4276
O 9.7581 9.3202 20.0337
O -5.986 8.1258 10.7892
O 1.0946 9.8216 15.7744
O -1.0339 2.519 13.5094
O 3.7921 9.1222 18.5645
O -0.4964 7.6766 15.3716
O 8.7945 1.2779 11.4843
H 10.0638 4.5891 9.5469

Results
free energy: -50636.635 eV
free energy less fixed offsets of H -15.86, N -279.42, O -447.96, Si -113.29 eV per atom: 1.765 eV
gap between the highest filled and lowest empty level on this k mesh: 1.432 eV

The program warned: the cutoff lies below the one the program advises for these potential files; the model core charge is not resolved on the grid; the forces do not sum to zero within the program's tolerance; the potential files have known limits; the exchange-correlation potential is rough where the density is thin.
